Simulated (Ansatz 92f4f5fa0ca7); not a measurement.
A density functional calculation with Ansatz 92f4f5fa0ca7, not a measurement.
Periodic cell of 226 atoms, Si134O92, from a study of silicon, its oxide and their interface. The atomic structure is a simulated model.
Doubt: the cutoff is far below the 930 eV that the study's wrapper takes by default for these files, so forces and energies are approximate.
This geometry differs little from another in the collection (a relaxation step or a small displacement).

Settings: functional PBE; potential files Ansatz PAW; basis plane waves; wave-function cutoff 580 eV; density cutoff ratio 5; exchange-correlation grid ratio 1; k mesh 1 x 1 x 1, Gamma-centred; self-consistency stop 5e-08 eV per atom in the density residual; occupations fixed; spin none; net charge 0.

Cell vectors (angstrom)
a	10.938	0	0
b	0	10.938	0
c	0	0	32.3723

Atoms and the computed forces on them: element, x, y, z (angstrom), force x, y, z (eV/angstrom)
Si	0.2584	-0.1554	24.7241	-0.0176	-0.0067	0.0054
Si	5.1721	0.1899	25.1105	0.0787	0.0009	0.1649
Si	3.1106	2.5364	24.7856	-0.0096	0.0277	0.0356
Si	7.9697	3.0563	25.0293	0.0072	-0.0518	0.0822
Si	-0.3713	5.6813	24.8886	0.0194	0.0092	0.05
Si	5.7976	5.3074	24.9875	-0.0173	0.0113	0.0107
Si	2.4747	8.5022	24.8414	0.001	-0.0141	0.0324
Si	8.4136	8.0008	24.8979	0.0158	0.0028	0.0256
Si	1.3921	1.4435	26.072	-0.0342	0.0205	0.0135
Si	6.8282	1.3922	26.259	-0.001	-0.0057	-0.0112
Si	4.1436	4.13	26.1957	-0.0301	0.0147	0.005
Si	9.5239	4.1726	26.3486	0.0033	0.0034	-0.0077
Si	1.3262	6.8445	26.1028	-0.0027	-0.0076	-0.0033
Si	6.8745	6.8982	26.3013	-0.016	0.0161	0.0157
Si	3.9603	9.5909	26.3406	-0.0003	-0.0096	0.0043
Si	9.6179	9.6265	26.1242	-0.0213	0.0122	0.0271
Si	2.6424	0.083	27.6163	0.0035	-0.0324	0.0144
Si	8.2235	-0.001	27.5587	0.0029	-0.0066	-0.0114
Si	0.0108	2.7368	27.5528	0.0042	-0.0047	0.0001
Si	5.4572	2.753	27.6154	0.0264	-0.0082	0.0176
Si	2.7131	5.4902	27.5256	0.0055	-0.0022	0.0043
Si	8.1744	5.5194	27.6822	0.0146	0.002	0.0052
Si	-0.0064	8.2135	27.5493	0.0129	-0.0006	-0.0059
Si	5.4283	8.2317	27.603	0.006	0.0008	-0.0023
Si	4.1018	1.3673	28.954	-0.1586	0.1322	0.1787
Si	9.5708	1.3673	28.954	0.1609	-0.0516	-0.2004
Si	1.3673	4.1018	28.954	0.0836	0.0483	-0.3044
Si	6.8362	4.1018	28.954	-0.1898	0.0193	0.4456
Si	4.1018	6.8362	28.954	-0.1768	-0.1405	-0.1191
Si	9.5708	6.8362	28.954	0.2411	0.3984	0.3343
Si	1.3673	9.5708	28.954	-0.3363	0.078	0.0446
Si	6.8362	9.5708	28.954	0.0592	0.0914	-0.1316
Si	0	0	30.3213	-0.0288	-0.1378	0.026
Si	5.469	0	30.3213	0.0172	0.0313	-0.033
Si	2.7345	2.7345	30.3213	0.1154	0.0084	0.0144
Si	8.2035	2.7345	30.3213	-0.0052	0.0473	-0.0295
Si	0	5.469	30.3213	0.0052	0.0587	-0.0276
Si	5.469	5.469	30.3213	-0.0104	-0.1058	0.0228
Si	2.7345	8.2035	30.3213	0.0191	0.0238	-0.0527
Si	8.2035	8.2035	30.3213	0.1014	-0.0077	0.0188
Si	1.3673	1.3673	31.6885	-0.0396	0.0126	-0.0328
Si	6.8362	1.3673	31.6885	-0.0134	-0.0237	-0.0147
Si	4.1018	4.1018	31.6885	-0.0473	0.047	0.0049
Si	9.5708	4.1018	31.6885	0.0166	0.0012	-0.0208
Si	1.3673	6.8362	31.6885	0.033	0.0058	-0.025
Si	6.8362	6.8362	31.6885	-0.0345	0.0321	-0.0284
Si	4.1018	9.5708	31.6885	-0.0152	-0.0494	-0.0233
Si	9.5708	9.5708	31.6885	-0.0684	0.0995	0.0033
Si	2.7345	0	0.6835	0.0542	0.006	0.0124
Si	8.2035	0	0.6835	0.0192	-0.0412	0.028
Si	0	2.7345	0.6835	0.0026	-0.0052	0.0227
Si	5.469	2.7345	0.6835	0.0296	-0.0027	0.0162
Si	2.7345	5.469	0.6835	-0.0096	-0.0002	0.0218
Si	8.2035	5.469	0.6835	0.0289	-0.0306	0.0115
Si	0	8.2035	0.6835	0.0028	-0.0344	0.0066
Si	5.469	8.2035	0.6835	0.0189	0.0023	0.0292
Si	4.1018	1.3673	2.0507	-0.0924	-0.0348	0.0286
Si	9.5708	1.3673	2.0507	0.0302	-0.0033	-0.0268
Si	1.3673	4.1018	2.0507	0.0521	0.0402	-0.0337
Si	6.8362	4.1018	2.0507	-0.0842	0.0231	0.0214
Si	4.1018	6.8362	2.0507	-0.0101	0.0448	-0.0074
Si	9.5708	6.8362	2.0507	-0.0561	0.0065	0.0326
Si	1.3673	9.5708	2.0507	-0.0416	-0.0266	0.0391
Si	6.8362	9.5708	2.0507	-0.0096	0.0225	-0.0119
Si	0	0	3.418	-0.2193	0.1959	-0.1824
Si	5.469	0	3.418	0.313	0.0214	0.0636
Si	2.7345	2.7345	3.418	-0.0065	0.1131	-0.3756
Si	8.2035	2.7345	3.418	0.0668	-0.1398	0.4134
Si	0	5.469	3.418	-0.1374	-0.3432	0.0533
Si	5.469	5.469	3.418	0.1991	-0.1635	-0.0594
Si	2.7345	8.2035	3.418	0.1809	-0.0974	-0.1574
Si	8.2035	8.2035	3.418	-0.117	-0.1364	-0.1771
Si	1.334	1.4173	4.7449	0.0163	0.0091	-0.0264
Si	6.8609	1.3339	4.8512	-0.0015	-0.0093	-0.0063
Si	4.1504	4.0383	4.7636	-0.0152	0.0025	-0.0264
Si	9.5827	4.0709	4.8475	0.0027	-0.0007	-0.0054
Si	1.3971	6.7932	4.7437	0.0131	-0.0088	-0.0007
Si	6.88	6.7848	4.7923	0.0059	0.0105	-0.0052
Si	4.1448	9.5416	4.7588	0.0085	-0.0073	0.0004
Si	9.5299	9.5904	4.7536	-0.0034	-0.0217	-0.0176
Si	2.7984	0.0771	5.9706	0.0089	-0.0136	-0.0025
Si	8.1305	-0.1233	6.2744	-0.0068	0.0319	0.0007
Si	-0.045	2.6562	6.2616	-0.0216	0.0255	-0.0058
Si	5.5102	2.7161	6.2273	0.0277	-0.0188	-0.0041
Si	2.7158	5.3543	6.0755	-0.013	0.0186	0.0013
Si	8.2604	5.4494	6.2545	0.0033	-0.0181	-0.0078
Si	0.037	8.2206	5.9877	0.0056	0.0017	0.0093
Si	5.442	8.1039	6.1328	-0.0091	0.0159	-0.0024
Si	3.8726	1.5324	7.4693	-0.0077	-0.0033	-0.0028
Si	9.8425	0.8998	7.5274	-0.0232	0.0172	-0.0306
Si	1.6411	3.7987	7.4753	-0.0073	0.0084	-0.036
Si	6.5987	4.3511	7.563	0.0076	0.0181	-0.0057
Si	4.2585	6.4928	7.3916	0.0025	0.0091	-0.0442
Si	9.5019	7.1251	7.4089	-0.0043	0.0022	0.0108
Si	1.2788	9.7999	7.1825	-0.0017	-0.0252	-0.0747
Si	7	9.092	7.5838	-0.0005	-0.0244	-0.0253
O	5.4388	5.4687	7.9165	0.0018	-0.0115	0.0217
O	0.1409	-0.1463	7.8345	-0.0094	0.0116	0.0311
O	2.7521	2.6589	7.8968	0.0103	-0.0123	0.0174
O	8.3014	8.1342	7.9087	0.0074	0.0048	0.0138
O	-4.5315	9.7335	21.4566	-0.0139	0.0033	-0.0446
O	6.8603	4.1467	24.4592	-0.021	0.0209	-0.0385
O	5.7268	10.1715	23.9116	-0.0535	-0.0537	-0.0718
O	-0.0053	4.8684	23.4975	0.0041	-0.0176	-0.0466
O	6.2552	9.1721	9.0477	-0.015	0.0066	0.0274
O	1.2716	4.4927	8.922	-0.014	0.0048	0.0339
O	2.2299	9.2559	8.3854	0.0265	0.0071	0.0311
O	7.1151	3.8166	9.036	-0.0026	-0.0203	0.0351
O	10.4353	6.7751	8.7204	0.0037	0.0076	0.0148
O	4.3129	0.8057	8.8866	0.0114	-0.0093	0.0288
O	3.5069	6.9642	8.7735	-0.0092	0.0025	0.0139
O	9.2618	1.1505	9.0448	-0.0069	0.0056	0.0365
O	4.1751	1.3201	24.4486	-0.0556	0.0628	-0.0442
O	8.8481	2.5273	23.7499	0.0184	0.0025	-0.0417
O	9.4923	6.8464	24.429	-0.0104	0.011	-0.0245
O	3.2744	7.8864	23.5414	0.0172	-0.0109	-0.0098
O	7.7413	8.5234	23.4795	0.0072	-0.0163	0.0011
O	1.2651	4.0912	21.3399	-0.001	0.0002	0.0109
O	-2.2817	8.922	15.3967	0.0007	0.0028	0
O	9.9014	0.0455	19.0674	-0.0008	0.0004	0.0125
Si	11.4657	13.2329	12.4329	0.0004	-0.0002	0.0077
Si	2.7839	8.2275	9.4951	0.0002	-0.0218	0.0339
Si	5.4469	8.7663	20.5874	-0.006	-0.026	-0.0018
Si	-1.7576	1.2475	22.8084	0.0039	-0.0147	-0.0007
Si	7.133	11.6851	16.0221	-0.0042	0.0016	0.0047
Si	2.6482	3.9316	16.6528	0.0056	-0.0044	0.0002
Si	10.9762	9.7906	18.8121	-0.0034	-0.004	-0.0123
Si	2.7824	4.029	21.9342	-0.003	0.0072	0.002
Si	9.028	7.5913	16.2568	-0.0014	-0.0035	-0.0006
Si	11.1461	4.103	14.8956	-0.0013	-0.0052	0.0049
Si	4.1597	-4.1473	22.7188	-0.0049	-0.0011	-0.0028
Si	10.9521	7.0837	10.2368	0.0269	0.0024	-0.023
Si	5.5074	-1.6638	10.4928	-0.011	-0.0068	-0.0061
Si	6.7675	3.2861	10.5442	0.0113	0.0072	-0.0134
Si	3.0245	0.6606	13.0178	0.0036	0.0037	0.0051
Si	0.6406	18.2587	20.2235	-0.0007	-0.007	-0.004
Si	13.4838	6.3578	18.3055	-0.0009	-0.0023	-0.0006
Si	3.8783	14.8742	19.2172	0.0036	-0.0017	-0.0065
Si	11.3394	10.7449	16.1403	0.0024	0.0018	-0.0001
Si	9.3919	-2.7846	12.4884	0.0068	-0.0024	0.004
Si	5.6809	-2.0042	15.7566	-0.0002	-0.0009	0.0053
Si	2.7095	-1.5305	14.9066	0.0016	-0.0007	0.0079
Si	6.9097	-3.5094	18.1406	-0.0056	0.0012	0.0019
Si	9.0655	3.0599	20.2521	0.0088	-0.0076	0.0086
Si	6.381	4.6324	13.2077	0.0023	-0.0035	0.0011
Si	-3.9509	-1.07	22.9508	0.083	0.0053	-0.0082
Si	11.3963	15.1679	10.3049	-0.0016	0.0202	-0.0095
Si	9.0323	-0.7728	14.3956	-0.0016	-0.0003	0.0034
Si	20.574	1.2669	17.9859	-0.003	0.0077	-0.0003
Si	15.7737	-8.3865	14.8033	0.0001	-0.0011	0.0047
Si	2.7282	8.9991	19.5147	0.0061	-0.0072	-0.0082
Si	8.2338	4.7111	15.6832	-0.0017	-0.002	0.0013
Si	11.4731	7.1108	14.6712	-0.0012	0.0017	0.0045
Si	6.5179	7.5798	13.0169	-0.0047	0.0026	-0.0016
Si	4.6874	12.0032	10.4633	0.0026	-0.0054	-0.007
Si	-0.0173	4.9462	21.868	0.01	-0.0099	0.0135
Si	9.388	-8.8996	10.3959	-0.0153	0.0024	-0.011
Si	17.7753	-6.649	18.4749	-0.0023	-0.0065	-0.007
O	8.0009	0.1725	23.0065	0.0067	0.0032	0.0135
O	-3.459	4.0564	16.9827	0.0026	0.0032	-0.0012
O	9.1479	1.7701	21.265	-0.0029	0.0219	-0.0255
O	15.0801	9.602	20.0276	-0.0199	0.0113	0.0081
O	5.3096	6.1317	23.6591	-0.0053	0.0105	-0.0054
O	1.8739	8.0115	14.8216	0.0005	0.0021	0.0005
O	7.8917	2.1971	10.9921	-0.0038	0.0024	-0.0063
O	1.0435	6.3006	18.9915	0.0053	0.0018	0.0013
O	12.9159	-11.2876	15.8004	0.0015	-0.002	0.0001
O	10.577	0.5373	23.3281	0.0021	0.0066	-0.0021
O	3.617	5.5613	19.2591	-0.0009	0.0059	0.0043
O	6.1939	8.6208	14.2285	0.0001	0.0035	0.0077
O	3.8991	8.9785	10.3983	0.0154	0.0093	-0.0035
O	2.9577	-0.9329	13.3951	-0.0015	-0.0035	0.0006
O	6.8008	4.4922	11.6345	-0.0029	0.0071	0.0051
O	12.3142	9.6274	24.278	-0.0047	0.0074	-0.0248
O	13.7208	3.2897	18.1672	-0.0042	-0.0009	0.0006
O	0.0073	-4.4079	21.4724	0.0018	0.0101	0.0031
O	-0.3842	8.4764	19.6785	-0.0006	0.0071	0.01
O	-0.0086	-1.3947	17.1892	0.0016	-0.0012	0.0022
O	-0.2922	-3.2373	13.4061	0.003	-0.0036	0.0039
O	11.0563	5.6538	11.0109	-0.0027	-0.0069	0.0033
O	7.6044	14.488	19.7164	-0.0048	0.0032	0.008
O	13.5	-5.3574	16.8596	0.0001	-0.0013	0.0006
O	5.316	2.5566	10.5804	0.0049	-0.0053	-0.0043
O	12.5639	10.1605	19.1443	-0.0035	0.0033	0.0092
O	-4.5564	8.3498	19.3469	0.0139	-0.011	-0.0148
O	-1.0925	8.0516	10.9363	-0.0104	0.0036	0.0023
O	6.0788	-2.6976	11.5963	0.0081	-0.0105	0.0099
O	5.3441	3.6489	18.5823	0.0007	0.0011	0.0077
O	8.9656	-1.2394	12.8374	-0.002	0.0041	-0.0015
O	10.5923	18.13	16.0533	0.0009	-0.0003	-0.0006
O	14.3489	11.8868	11.4635	-0.0091	-0.0016	0.0034
O	-0.1033	1.1923	16.8577	0.0016	0.0007	0.0035
O	6.3039	10.3221	16.3649	0.0013	-0.0018	-0.0003
O	2.0211	8.0865	20.6966	0.0019	0.0008	0.0087
O	14.8843	3.4805	15.7937	-0.0038	0.0012	0.0045
O	20.7182	4.2262	15.767	0.0016	-0.0006	0
O	4.0801	-1.8524	15.6773	-0.0012	0.0004	-0.0017
O	10.3457	1.4427	11.5835	0.011	-0.0052	0.0048
O	4.9213	-3.4425	21.4659	0.0084	0.0158	-0.0062
O	10.5679	10.5805	14.7217	0.0023	-0.0014	-0.0019
O	8.148	6.3326	15.6972	0	-0.0021	0.0026
O	3.72	3.3776	20.7503	0.0078	-0.0083	0.0022
O	5.7192	10.8297	10.9528	0.0004	0.0098	-0.005
O	6.7865	5.9006	18.6768	-0.0005	0.0046	0.0069
O	16.1904	3.5239	13.5651	-0.0026	-0.0019	-0.0021
O	1.4968	7.7509	10.3604	-0.0187	-0.0087	0.001
O	2.769	3.1367	23.2918	-0.0031	0.0183	-0.0428
O	14.9722	12.2575	14.1134	0.0019	0.0018	-0.0011
O	8.1058	-3.7199	12.8335	0.0015	-0.0003	-0.0049
O	9.9861	3.4928	9.9392	0.0074	-0.0034	0.0027
O	12.4836	12.2384	13.1799	0.0023	-0.0016	-0.0041
O	7.6036	15.2316	14.2416	0.0041	-0.001	0.0064
O	13.9049	18.8865	18.2464	-0.0005	0.0009	0.0029
O	8.0304	11.4097	14.6756	0.0019	-0.001	0.0006
O	9.6487	4.326	21.0816	-0.0094	-0.0082	0.0023
O	8.4828	7.7935	17.7886	0.0032	0.0016	0.007
O	5.7925	6.1539	13.3584	-0.001	0.0001	-0.0003
O	17.0214	1.9404	15.6681	0.0032	-0.0019	0.0021
O	10.7735	3.1863	13.6055	0.0011	0.003	0.0032
O	11.758	5.5355	14.3854	0.001	-0.0015	-0.0005
O	1.3331	14.3579	15.8572	0.0007	0.0009	-0.0012
O	3.2001	5.5689	22.2527	-0.0069	-0.0145	0.0084
O	12.2208	3.2964	11.3652	0.005	-0.0113	0.0024
O	8.1525	1.1259	17.2691	0.0026	-0.0018	0.0042
O	9.8212	2.6334	18.8568	0.0016	-0.0075	-0.0018
O	16.9376	-3.2131	16.8084	0.0021	-0.0002	0.0026

Results
free energy: -137510.873 eV
free energy less fixed offsets of O -568.88, Si -635.61 eV per atom: -2.173 eV

The program warned: the cutoff lies below the one the program advises for these potential files; the exchange-correlation potential is rough where the density is thin.
